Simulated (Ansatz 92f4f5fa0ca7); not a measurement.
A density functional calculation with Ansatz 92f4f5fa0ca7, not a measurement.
Periodic cell of 424 atoms, Si264O160, from a study of silicon, its oxide and their interface. The atomic structure is a simulated model.
Doubt: the cutoff is far below the 930 eV that the study's wrapper takes by default for these files, so forces and energies are approximate.
This geometry differs little from another in the collection (a relaxation step or a small displacement).

Settings
functional: PBE
potential files: Ansatz PAW
basis: plane waves
wave-function cutoff: 580 eV
density cutoff ratio: 5
exchange-correlation grid ratio: 1
k mesh: 1 x 1 x 1, Gamma-centred
self-consistency stop: 5e-08 eV per atom in the density residual
occupations: fixed
spin: none
net charge: 0

Cell vectors (angstrom)
a	15.4687	0	0
b	0	12.8259	0
c	0	0	37.3365

Atoms and the computed forces on them: element, x, y, z (angstrom), force x, y, z (eV/angstrom)
Si	-0.0381	1.1717	34.6521	0.0014	0.0006	0.0018
Si	3.8538	1.1713	34.6493	0.0035	0.0056	-0.0016
Si	7.7397	1.1709	34.6517	0.0043	-0.0026	0.0009
Si	11.6062	1.1782	34.6266	0.0017	0.0014	-0.0008
Si	1.9689	7.5702	34.6997	-0.0006	0.0011	-0.0015
Si	5.8923	7.5766	34.6815	-0.005	-0.0008	0.001
Si	9.7041	7.5586	34.6418	-0.0002	0.0034	0.0006
Si	13.5231	7.581	34.6739	0.0036	-0.0023	-0.0012
Si	1.9336	5.247	35.0696	-0.2087	-0.1102	-0.1922
Si	5.8008	5.247	35.0696	0.128	0.07	0.5478
Si	9.6679	5.247	35.0696	-0.0216	-0.1641	-0.3443
Si	13.5351	5.247	35.0696	-0.0865	-0.0214	0.0298
Si	0	11.6599	35.0696	-0.1161	0.1401	0.0188
Si	3.8672	11.6599	35.0696	0.1145	0.0397	0.1439
Si	7.7343	11.6599	35.0696	0.2311	-0.04	-0.257
Si	11.6015	11.6599	35.0696	-0.2047	0.1325	-0.0343
Si	0	4.664	36.3063	0.0166	-0.0005	-0.0094
Si	3.8672	4.664	36.3063	0.0434	0.0184	-0.0332
Si	7.7343	4.664	36.3063	-0.0585	-0.0392	0.0027
Si	11.6015	4.664	36.3063	0.0274	-0.0667	-0.0453
Si	1.9336	11.0769	36.3063	0.0085	-0.0091	-0.0447
Si	5.8008	11.0769	36.3063	-0.0504	0.0111	-0.0236
Si	9.6679	11.0769	36.3063	0.0167	0.09	0.0594
Si	13.5351	11.0769	36.3063	0.0388	-0.0086	-0.0396
Si	0	2.332	36.7186	-0.1433	0.011	-0.0164
Si	3.8672	2.332	36.7186	0.0335	-0.0171	-0.0103
Si	7.7343	2.332	36.7186	0.0511	0.0184	0.0038
Si	11.6015	2.332	36.7186	0.0255	-0.0127	-0.1321
Si	1.9336	8.745	36.7186	0.0864	0.0745	0.2836
Si	5.8008	8.745	36.7186	0.2058	0.0304	0.1559
Si	9.6679	8.745	36.7186	0.0655	-0.0434	-0.1629
Si	13.5351	8.745	36.7186	-0.0931	0.0448	0.1363
Si	1.9336	1.749	0.6188	-0.0246	-0.0408	-0.0494
Si	5.8008	1.749	0.6188	-0.0197	-0.0199	-0.0206
Si	9.6679	1.749	0.6188	-0.0311	-0.0318	-0.0124
Si	13.5351	1.749	0.6188	0.0407	0.017	-0.008
Si	0	8.162	0.6188	0.0117	-0.0207	-0.011
Si	3.8672	8.162	0.6188	-0.0158	-0.003	-0.0086
Si	7.7343	8.162	0.6188	-0.0398	0.0383	0.0206
Si	11.6015	8.162	0.6188	-0.0349	0.0295	0.0119
Si	0	5.83	1.031	-0.017	0.0212	0.0427
Si	3.8672	5.83	1.031	-0.0547	-0.0252	-0.0088
Si	7.7343	5.83	1.031	0.0603	0.0113	0.0271
Si	11.6015	5.83	1.031	-0.0462	-0.0011	-0.0105
Si	1.9336	12.2429	1.031	0.0019	0.0057	0.0204
Si	5.8008	12.2429	1.031	0.0579	0.0016	0.0156
Si	9.6679	12.2429	1.031	-0.0154	-0.0246	0.0121
Si	13.5351	12.2429	1.031	-0.0376	-0.014	-0.0064
Si	1.9336	5.247	2.2678	0.1121	0.0254	0.0637
Si	5.8008	5.247	2.2678	-0.114	-0.0097	0.0411
Si	9.6679	5.247	2.2678	0.001	-0.0225	-0.0874
Si	13.5351	5.247	2.2678	-0.0316	0.0265	-0.0089
Si	0	11.6599	2.2678	-0.0384	-0.0256	-0.0169
Si	3.8672	11.6599	2.2678	-0.0107	-0.0146	-0.0719
Si	7.7343	11.6599	2.2678	0.0189	0.0244	0.0183
Si	11.6015	11.6599	2.2678	0.0656	-0.0278	-0.1451
Si	1.9336	2.915	2.68	0.0269	0.0917	0.0946
Si	5.8008	2.915	2.68	0.0356	0.0074	0.0059
Si	9.6679	2.915	2.68	0.0223	0.0333	0.0107
Si	13.5351	2.915	2.68	-0.0412	-0.0469	-0.0105
Si	0	9.328	2.68	-0.0144	0.0257	0.0365
Si	3.8672	9.328	2.68	0.0259	0.0229	0.0547
Si	7.7343	9.328	2.68	0.0411	-0.031	0.0086
Si	11.6015	9.328	2.68	0.0215	-0.0281	-0.0097
Si	-0.3782	-1.4949	26.727	0.0022	0.0059	0.0001
Si	6.6994	2.6063	25.6312	-0.0017	0.005	-0.0006
Si	7.8923	0.7931	27.8276	-0.0307	-0.0021	0.0336
Si	10.9929	0.7867	27.7568	0.0124	-0.0008	0.0031
Si	2.2646	6.5927	28.518	0.0096	-0.0142	0.024
Si	5.3061	6.9241	27.9274	0.0161	-0.0026	0.0005
Si	9.6014	6.4924	28.0209	0.001	0.017	-0.025
Si	14.7349	6.4845	28.3151	-0.011	0	0.0286
Si	2.8883	3.531	28.3827	-0.0114	0.0021	-0.0023
Si	7.2821	4.4677	27.9205	-0.0144	-0.0115	-0.007
Si	11.5615	4.6639	26.8163	0.0101	0	-0.0031
Si	15.5191	2.2667	28.5504	0.0004	0.002	0.0121
Si	0.0419	11.1027	29.025	-0.0063	0.0025	0.0057
Si	3.5719	11.253	28.4089	-0.0217	-0.002	0.0055
Si	7.8578	10.4556	28.2706	0.0078	0.0273	-0.0587
Si	11.2795	10.4431	27.7703	0.0067	0.0066	-0.0308
Si	-0.8584	4.2432	29.4562	0.0124	0.0053	0.0026
Si	4.4021	3.1599	30.0816	0.0355	0.0015	-0.0163
Si	6.792	3.4051	29.9212	-0.016	-0.0009	0.013
Si	12.2759	3.5831	29.7183	-0.0067	0.0091	0.0144
Si	2.0105	10.142	29.7889	-0.0041	-0.0139	-0.0072
Si	6.048	9.9491	29.6926	-0.0245	-0.0061	0.0362
Si	9.7678	9.8875	29.4974	0.0033	-0.0095	0.0163
Si	13.6837	9.9489	29.7576	0.0442	-0.0136	0.0129
Si	-0.0116	0.4645	30.0454	0.0104	-0.0056	-0.015
Si	3.8799	0.8716	30.3293	-0.0111	0.0231	0.002
Si	7.6246	1.2492	30.127	-0.0109	-0.002	-0.0426
Si	11.6324	1.3061	30.0174	0	-0.0082	-0.0074
Si	2.1039	7.836	30.4176	0.007	0.0031	-0.0083
Si	5.841	7.653	30.1192	0.0076	0.0043	-0.0115
Si	9.7955	7.6039	30.0705	-0.0055	-0.0097	-0.0102
Si	13.7795	7.6546	30.1405	0.0183	-0.0068	-0.017
Si	1.8775	0.537	31.4806	-0.0022	-0.0018	0.0075
Si	5.8554	0.4088	31.451	0.0194	-0.0021	0.0058
Si	9.6684	0.7243	31.2601	0.0029	0.0073	0
Si	13.4719	0.4949	31.3071	0.0024	-0.0011	0.0004
Si	0.1249	7.114	31.5139	-0.0039	0.0101	0.0004
Si	4.0129	7.0225	31.4842	-0.0175	0.0108	0.0019
Si	7.8104	7.0068	31.2758	0.0064	-0.0036	-0.0021
Si	11.7419	7.0283	31.2829	-0.0018	0.0086	0.0008
Si	-0.067	4.7515	31.6764	-0.0048	-0.0026	0.0009
Si	3.8618	4.6413	31.8401	0.0082	-0.003	-0.0015
Si	7.6338	4.6899	31.7376	0.0042	-0.0045	-0.0122
Si	11.5973	4.7134	31.6955	0.0045	-0.0104	-0.0089
Si	1.9747	11.0809	31.924	0.0019	-0.001	-0.0022
Si	5.876	10.9594	31.8233	0.0013	0.0122	-0.0038
Si	9.7074	11.1509	31.5861	0.0085	-0.0001	0.0062
Si	13.4252	11.0367	31.827	-0.0085	0.0129	0.0202
Si	1.8621	4.098	32.9562	0.0005	0.0075	-0.0003
Si	5.7829	4.0961	33.0717	0.0033	-0.0073	-0.0053
Si	9.6319	4.1001	32.9305	-0.0081	0.003	-0.0028
Si	13.5141	4.1307	32.9825	0.0006	-0.0044	-0.0012
Si	-0.0315	10.4903	33.0227	0.0042	-0.001	-0.0088
Si	3.9229	10.4349	33.0641	-0.0017	-0.0062	-0.0052
Si	7.8491	10.4765	32.9735	-0.0045	-0.0078	0.0047
Si	11.5134	10.4941	33.0138	0.0032	-0.0033	-0.0041
Si	1.894	1.7908	33.4548	0.0033	-0.0113	-0.0114
Si	5.8013	1.7438	33.4245	-0.0078	-0.0021	-0.0095
Si	9.6641	1.7678	33.3891	0.0018	-0.0042	0.0004
Si	13.5267	1.7695	33.3437	-0.0065	0.0007	-0.0007
Si	0.0197	8.2031	33.5471	-0.0009	-0.0028	0.0003
Si	3.9427	8.1319	33.5335	0.0018	-0.0005	-0.004
Si	7.806	8.1471	33.3741	0.0021	0.0039	-0.0021
Si	11.62	8.1615	33.3801	0.0017	0.0014	-0.0037
Si	0	2.332	3.9167	-0.0878	-0.0571	0.2718
Si	3.8672	2.332	3.9167	-0.0623	0.0275	0.2672
Si	7.7343	2.332	3.9167	-0.0693	0.0151	-0.0784
Si	11.6015	2.332	3.9167	0.0114	0.049	-0.3277
Si	1.9336	8.745	3.9167	0.0737	-0.1185	0.1497
Si	5.8008	8.745	3.9167	0.0957	-0.057	0.1597
Si	9.6679	8.745	3.9167	-0.0743	0.0315	0.1752
Si	13.5351	8.745	3.9167	-0.1496	0.0258	-0.171
Si	1.9507	6.3975	4.3485	-0.003	-0.0043	-0.0017
Si	5.7693	6.4111	4.3394	0.0034	-0.0017	-0.0029
Si	9.6643	6.4085	4.3177	0.0007	-0.0023	-0.005
Si	13.5243	6.4108	4.3326	-0.0026	-0.0035	-0.0061
Si	0.0028	12.8289	4.3275	0.0008	0.0002	0.0001
Si	3.8658	12.8193	4.3262	0.0001	0.0033	0.0009
Si	7.7355	12.8333	4.326	0.0012	0.001	-0.0064
Si	11.6051	12.8328	4.3039	-0.0021	0.0042	-0.0005
Si	-0.0053	5.7638	5.5222	0.0023	0.0098	0.0102
Si	3.8644	5.8312	5.6576	-0.0026	0.0008	-0.0004
Si	7.7179	5.8215	5.5251	-0.0007	-0.0009	-0.0028
Si	11.5868	5.843	5.5737	0.001	-0.0033	-0.0061
Si	1.9349	12.2099	5.5538	-0.0005	0.0049	-0.0012
Si	5.8023	12.2199	5.5438	-0.0018	-0.0054	-0.0021
Si	9.6865	12.2437	5.5288	0.0014	-0.0029	-0.0065
Si	13.5228	12.2974	5.5604	0.0024	-0.0032	-0.0002
Si	-0.0724	3.4624	6.0406	0.0014	0.0004	-0.0016
Si	3.8435	3.4778	6.0383	-0.002	-0.0001	0.0013
Si	7.6905	3.4917	5.9721	0.0051	-0.0009	-0.0066
Si	11.5966	3.4888	5.9453	0.0006	0.0008	-0.0022
Si	1.9486	9.8696	6.0158	0.0022	-0.0047	0.0088
Si	5.8499	9.9116	5.9984	-0.0056	0.0091	0.0008
Si	9.6253	9.9274	5.9981	0.003	-0.0006	-0.0018
Si	13.483	9.9804	5.9172	0.0019	0.0027	0.008
Si	1.8777	2.9149	7.27	0.0043	-0.0262	-0.0367
Si	5.8008	2.8344	7.2554	0.0012	-0.0006	0.0064
Si	9.6569	2.9168	7.1284	-0.0029	0.003	0.0065
Si	13.4291	2.8849	7.3284	0.0035	0	0.0027
Si	-0.1022	9.2456	7.0707	-0.0065	-0.0031	-0.0068
Si	3.9493	9.3272	7.2575	-0.0003	-0.0035	-0.0125
Si	7.7424	9.3243	7.3356	0.0043	-0.0204	-0.0118
Si	11.5831	9.4276	7.2024	0.0043	-0.0098	0.0032
Si	-0.0775	6.9561	7.5246	0.0025	0.0032	0.001
Si	3.9045	7.0048	7.7576	0.0011	-0.0014	-0.002
Si	7.7054	6.9652	7.5739	-0.0039	0.0086	-0.0018
Si	11.5564	7.1318	7.5712	-0.0105	0.0021	0.0076
Si	1.9363	13.3894	7.6041	-0.0007	0.0013	0.0113
Si	5.8174	13.3286	7.6176	0.0068	-0.0022	0.0021
Si	9.7592	13.4149	7.5634	-0.0007	0.0058	-0.0108
Si	13.536	13.3456	7.7004	-0.0107	0.0009	0.0008
Si	1.8193	6.9708	8.9262	-0.0081	-0.0116	-0.0044
Si	5.9057	6.2186	8.9082	0.0039	-0.0077	0.0019
Si	9.6503	6.4929	8.797	0.0113	-0.0113	-0.0094
Si	13.4333	6.4426	8.7771	0.0047	0.0105	-0.0039
Si	0.0506	12.5489	8.7567	0.0033	0.0211	0.0425
Si	3.8483	12.7793	8.8346	0.0025	-0.0064	0.0015
Si	7.8397	12.7224	8.6866	-0.0123	0.009	0.0153
Si	11.5952	12.8039	8.9586	0.0113	0.005	0.0139
Si	1.6836	4.8784	9.8719	0.0085	-0.0092	0.0153
Si	6.1988	3.9174	9.3154	0.0139	0.0132	-0.0155
Si	10.0806	4.2038	9.0523	-0.0039	0.018	-0.0062
Si	12.5728	4.2345	9.1355	0.0056	-0.0128	-0.0039
Si	-0.0667	10.2418	9.1682	-0.006	0.0005	0.0022
Si	4.028	10.4984	9.3358	0.0053	0.0214	0.0002
Si	7.9031	10.5069	9.4575	0.0012	0.0108	-0.0073
Si	11.5637	10.4646	9.3463	-0.0004	0.0017	-0.0077
Si	-0.0547	3.6668	11.9762	-0.0137	0.0118	-0.0142
Si	4.0142	3.8725	11.6503	-0.0011	0.0086	-0.0079
Si	8.2926	3.3377	10.4161	-0.0121	-0.0218	-0.0102
Si	12.4084	3.6942	11.3824	-0.006	0.004	0.0205
Si	1.5466	8.9476	10.3385	0.0143	0.0037	0.0021
Si	5.9183	10.1366	10.6829	-0.0106	0.0031	0.0216
Si	9.7927	9.7179	10.7441	0.006	-0.0153	-0.0065
Si	13.5265	10.0253	10.5525	-0.0135	-0.0007	-0.0258
Si	0.491	0.6643	11.7678	0.0116	-0.0117	-0.0625
Si	3.4026	0.9422	11.8199	0.0028	0.0099	-0.0137
Si	8.2587	0.9875	10.6704	0.0068	0.0244	-0.017
Si	11.2684	0.7708	11.1848	0.0047	-0.0122	-0.0073
Si	0.085	7.884	12.8833	-0.0073	0.0003	0.005
Si	6.6822	7.1561	10.945	0.0079	-0.0115	-0.0033
Si	9.0795	7.4461	10.9051	-0.0019	0.0134	-0.0109
Si	13.4044	7.6967	10.7817	-0.0029	-0.0108	0.006
O	9.4416	1.3164	27.4741	0.0075	0.0046	-0.0221
O	0.9212	-0.6163	26.2662	0.003	-0.0016	-0.0028
O	13.0325	4.6087	26.064	-0.0006	0.0043	-0.0048
O	3.6652	6.9327	27.7026	0.0073	0.0044	-0.0294
O	-0.9857	7.1265	11.9038	0.0119	0.0051	0.0055
O	1.8517	3.6837	8.7502	-0.0023	0.0236	0.0371
O	9.6627	13.2638	11.3963	-0.0018	0.0011	0.0053
O	2.0026	12.9639	12.1125	-0.0396	0.0367	-0.0274
O	4.5576	13.1602	12.7772	-0.001	0.0093	-0.0035
O	13.688	10.7914	12.035	0.0094	0.005	0.0127
O	0.6948	6.7321	13.8644	-0.0014	-0.0026	-0.0006
O	6.3837	6.4731	12.3949	-0.015	-0.0017	0.01
O	5.7963	8.5276	10.9525	-0.0033	0.0015	-0.0122
O	0.5225	9.0407	16.1972	-0.002	0	-0.0048
O	14.8746	13.0311	12.8771	0.0199	0.0068	-0.0125
O	6.999	13.3646	11.6261	-0.0186	0.0022	0.0174
O	10.2513	10.1904	12.3073	0.0032	0.0086	0.0236
O	4.5412	4.672	12.9538	0.0062	0.0057	0.0046
O	7.9505	3.8703	11.9674	0.0011	-0.0014	0.0117
O	0.6148	4.161	13.3699	0.0034	0.002	0.0107
O	9.6649	6.7205	12.3204	0.0118	-0.0044	0.0043
O	12.1715	12.8683	12.3354	-0.0013	0.0032	0.0047
O	5.7593	10.7451	12.2189	0.0019	0.0005	0.0047
O	13.8158	3.4688	12.1715	0.0145	-0.0054	-0.0038
O	10.4673	4.0439	25.7825	-0.0015	0.0026	-0.0046
O	8.6265	7.3492	27.0544	0.0169	-0.0149	0.0243
O	-0.5093	9.9327	25.84	0.0018	-0.0096	-0.0119
O	6.7547	1.369	26.7499	0.0102	0.0018	0.0011
O	7.7433	9.7501	26.7757	0.006	0.0151	0.0118
O	5.2686	3.2518	25.0732	0.0082	0.0006	-0.0025
O	13.948	6.8044	26.9059	0.0015	0.0046	-0.0133
O	12.063	1.4401	26.6804	-0.0062	-0.0052	0.0033
O	0.8034	6.9364	27.8291	-0.0177	0.0131	-0.0164
O	3.6634	3.4548	26.9735	0.0105	-0.0002	0.002
O	11.2114	9.7084	26.3001	0.0035	0.0022	0.0001
O	3.0279	13.5346	25.4236	0.0036	0.0041	-0.0024
O	5.9637	7.8382	26.735	0.001	-0.0011	0.0059
O	13.8275	-0.4879	26.3702	-0.0002	0.005	0.0049
O	7.4844	3.7814	26.4494	-0.0028	-0.0045	0.0074
O	14.6798	1.9412	27.1682	-0.0099	-0.0093	-0.0144
Si	14.7882	1.6534	23.3909	-0.0081	-0.0056	0.0016
Si	-1.3385	12.8554	18.7644	0.0069	0.0043	0.0034
Si	16.6493	8.174	22.9105	0.0014	0.0003	-0.0129
Si	9.3299	15.2167	15.6177	0.0017	-0.0037	0.005
Si	9.5509	10.205	13.7931	0.0142	-0.0009	-0.0067
Si	5.2965	3.5947	20.3228	0.0021	-0.0089	0.0011
Si	11.9056	6.8658	23.5478	0.0057	0.006	0.0021
Si	0.7447	3.9853	22.0026	0.0034	0.0073	-0.0133
Si	10.2261	12.419	15.9541	-0.0058	-0.0054	-0.0013
Si	16.7964	11.0975	22.9824	0.0016	0.0004	-0.0047
Si	1.5323	12.3841	20.0796	0.0022	-0.0043	-0.0132
Si	7.4938	8.2245	26.3019	-0.0147	-0.0152	-0.0162
Si	8.0405	13.515	17.704	-0.0038	-0.0065	0.0134
Si	13.5005	12.1452	12.945	-0.0006	-0.0095	-0.0036
Si	12.897	6.2228	15.1725	-0.0134	0.0101	-0.0061
Si	6.1297	13.5143	12.9982	-0.0049	-0.005	-0.0151
Si	5.5355	6.2715	21.9142	-0.0041	-0.0062	-0.0153
Si	3.3422	10.0466	19.0013	-0.0003	0.0091	0.0055
Si	5.7114	5.6041	13.58	-0.0053	0.0017	-0.0081
Si	9.9533	4.5293	24.3104	-0.0035	-0.0077	0.0101
Si	3.0007	1.8114	21.275	0.0042	0.0017	-0.0121
Si	12.7929	13.0966	21.3608	0.0008	-0.0003	-0.0084
Si	13.6118	1.138	26.2271	-0.0017	-0.0018	-0.0155
Si	6.5278	10.8045	13.6572	0.0039	-0.0068	0.0057
Si	-0.9344	8.8311	15.4887	-0.0015	0.0055	-0.0008
Si	6.3069	11.2934	18.4578	-0.0069	0.0052	0.011
Si	11.2578	6.391	12.524	-0.0092	-0.0037	0.003
Si	8.4892	10.5507	20.5898	-0.0068	-0.0016	0.0019
Si	10.2122	11.9698	22.8589	0.0018	-0.0059	-0.0059
Si	9.9771	8.4784	19.0213	0.0016	0.0063	0.0044
Si	12.6684	2.5167	19.5064	0.001	-0.0021	-0.0018
Si	2.411	1.4283	24.088	-0.001	-0.0019	-0.0079
Si	-0.9347	9.8169	24.2407	-0.0003	-0.0008	0.0003
Si	18.5471	7.4963	20.8037	0.0038	0.0043	-0.0064
Si	11.3951	9.6495	24.672	-0.003	0.0025	0.0037
Si	10.3824	5.2723	16.5244	-0.0036	0.0003	0.0062
Si	1.5854	5.7117	24.4837	-0.0028	-0.0037	0.0067
Si	6.4153	9.2036	16.1905	0.0041	0.0029	0.0137
Si	7.8196	6.671	23.7438	-0.0018	0.0121	0.0096
Si	-1.0045	5.0389	19.7442	-0.0011	0.001	0.0043
Si	12.0747	6.7544	20.4587	0.0046	-0.0042	-0.0086
Si	14.0273	5.8408	25.5807	0.0035	-0.0039	0.0072
Si	7.9361	7.7003	21.027	-0.0042	0.0068	-0.0027
Si	4.3302	7.0916	16.0308	-0.0024	-0.0032	0.0099
Si	3.7206	3.7672	25.3968	0.0041	0.0006	0.0018
Si	10.4299	4.4038	19.3634	-0.0001	-0.0057	0.004
Si	2.4248	12.05	25.7012	0.0012	-0.0134	0.0091
Si	8.189	15.25	20.2442	-0.0062	0.0044	-0.0058
Si	3.5484	5.2838	18.4732	0.0027	-0.008	0.011
Si	9.3091	8.0521	15.9388	0.0078	0.0071	0.0024
Si	0.1544	5.29	14.4335	0.0059	-0.0029	-0.004
Si	0.9125	5.4069	17.4432	0.0032	-0.0001	0.0185
Si	1.8234	8.2773	16.8018	0.0058	0.004	0.0144
Si	13.1261	11.496	16.1049	0.0047	0.0065	0.0039
Si	8.7593	1.8757	23.2839	-0.0059	-0.0024	-0.0028
Si	7.4684	3.3563	13.444	0.0075	-0.0037	-0.0159
O	9.5644	6.449	15.7395	0.0005	-0.0028	-0.0018
O	11.9894	5.5382	16.3375	0.0026	-0.0004	-0.0039
O	15.002	5.03	18.2068	0.0048	0.0014	-0.0068
O	18.1993	9.2742	17.7039	-0.0041	-0.0072	-0.0093
O	1.7643	7.3055	24.1673	0.0021	-0.0008	-0.0012
O	11.6865	-0.5363	22.2235	-0.0036	-0.0014	0.0017
O	9.9619	5.3185	18.097	0.0012	-0.0006	-0.0069
O	10.4231	14.0002	15.5581	0.004	0.0013	-0.0022
O	-3.3568	1.6492	20.7791	0.0005	-0.0006	0.0006
O	13.8079	1.6692	24.6961	0.0074	0.0017	-0.0075
O	2.6927	15.8077	24.4135	0.0023	-0.0045	-0.0049
O	15.6024	5.4284	25.2779	-0.0042	0.0053	-0.0068
O	6.2718	2.2338	13.4749	0.0021	-0.0027	0.0025
O	10.4193	10.751	23.9426	0.0021	-0.0008	-0.0058
O	9.6638	9.9908	19.5785	0.0001	-0.0022	-0.003
O	1.8661	2.9788	21.3848	-0.0014	-0.0014	0.0063
O	6.2733	6.2771	23.3693	0.0012	-0.0006	-0.0039
O	10.0484	3.7849	15.9964	0.0006	0.0013	-0.0034
O	7.8007	9.2873	21.3624	0.0048	-0.001	-0.008
O	-1.857	3.7026	20.0536	0.002	0.0028	-0.0039
O	4.121	7.071	21.9995	0.0102	-0.0031	-0.0006
O	11.5895	11.78	16.5636	-0.0037	0.0011	-0.0039
O	1.8876	9.6093	22.6631	0.0009	0.0058	0.0005
O	3.1717	1.0361	22.706	0	0.0011	0.0032
O	4.4691	2.3475	20.9127	0.004	0.0115	-0.0063
O	7.508	14.8976	24.3193	0.0081	-0.0026	-0.0103
O	6.6674	12.3929	14.0667	-0.0039	0.0024	0.0003
O	11.1613	5.3983	20.4209	0.0023	0.0051	-0.0026
O	6.551	12.8122	17.8417	0.0034	0.0032	-0.006
O	13.7976	7.4145	15.8336	0.003	-0.0024	-0.0022
O	8.1157	14.7818	16.6507	0.0043	0.0091	-0.011
O	14.0495	12.1273	17.3043	-0.0028	-0.0046	-0.0108
O	4.7471	10.8804	18.7651	0.0038	-0.0026	-0.0053
O	2.1355	4.5555	18.1057	-0.0037	0.0025	-0.0068
O	13.5731	6.3925	19.9262	-0.0001	-0.0023	0.0014
O	2.3691	11.471	24.1812	-0.002	-0.0022	-0.0052
O	6.8761	4.6543	14.2408	-0.0032	0.0005	0.0038
O	9.2179	3.6812	20.1458	0.0023	-0.0012	-0.0024
O	9.8343	11.591	14.6015	-0.0016	0.0017	0.0031
O	7.7095	8.2938	15.83	-0.0026	-0.0016	-0.0042
O	9.5821	13.3079	23.5793	-0.0009	0.0009	-0.0016
O	11.4078	3.2256	18.7592	-0.0018	0.0028	-0.0016
O	9.917	8.4925	17.3949	-0.0013	-0.0046	-0.0052
O	11.8879	6.7362	13.9871	0.0154	-0.0003	0.0104
O	8.5786	5.4152	24.443	0.0039	-0.0045	-0.0084
O	5.343	4.7182	21.4953	0.0013	0.007	-0.0073
O	17.0307	7.4613	21.4655	0.0002	-0.0007	0.0041
O	13.3328	6.5975	24.3173	-0.0068	-0.0014	-0.008
O	0.8316	5.0075	15.873	0.0003	0.0001	-0.0056
O	7.728	7.9859	24.7114	0.0011	-0.0039	-0.0116
O	7.9698	10.0919	13.4491	-0.0052	0.0059	-0.0024
O	13.2766	12.2222	20.0386	-0.0012	-0.0004	0.0014
O	12.9242	9.9318	24.1616	0.0048	-0.002	-0.0039
O	13.992	5.1879	14.556	0.0053	-0.0039	-0.0013
O	15.0038	3.1432	22.7345	0.0045	-0.0013	-0.0039
O	3.2567	6.4035	19.617	0.0014	-0.0024	-0.0046
O	9.7311	3.182	23.4274	0.0032	0.0026	-0.0032
O	-1.9273	14.3728	18.5236	-0.0003	0.0002	-0.0036
O	2.5699	13.6311	20.079	0.001	-0.0003	0.0061
O	-0.6656	8.9583	13.8712	0.0006	-0.0034	0.0034
O	0.8074	1.1453	23.8688	0.0018	0.0035	-0.0023
O	5.065	6.578	14.6894	0.0021	-0.0008	-0.0041
O	9.0805	12.3699	17.1289	0.0053	0.0003	-0.0054
O	7.2643	11.2695	19.7856	0.007	-0.0055	0
O	8.7462	2.6412	14.1288	-0.008	0.0026	-0.0024
O	4.1849	5.8985	17.1142	0.0014	0.0047	-0.0081
O	8.2036	14.6415	21.7512	0.0037	0.0006	0.0045
O	11.4406	7.9429	19.5245	0.0009	-0.0018	-0.0016
O	6.4785	7.0141	20.7896	-0.0004	-0.0062	0.013
O	6.8702	10.2189	17.3705	0.0026	-0.0052	-0.0082
O	15.2467	11.0968	23.5132	0.0009	-0.0012	0.0025
O	13.4836	9.9178	16.0567	0.0023	-0.0016	-0.002
O	11.0691	8.1003	24.2346	0.005	-0.0045	-0.0092
O	3.5105	8.961	20.2088	-0.0009	-0.0036	-0.0011
O	10.0104	8.9482	14.7496	-0.0027	-0.004	0.0042
O	6.742	15.8711	19.879	0.0015	0.0003	0.007
O	2.8574	7.7095	15.6589	0.0029	-0.0031	-0.0097
O	8.5359	14.0679	19.1672	0.0001	0.0005	-0.0067
O	8.8295	7.4951	19.6811	0.0015	-0.0028	-0.003
O	5.247	8.2338	16.7437	0	-0.0029	-0.0092
O	0.2046	4.9631	20.8219	0.0033	-0.0075	0.0007
O	5.8171	10.0027	14.8867	-0.0062	-0.0002	-0.0055
O	0.212	12.8484	19.2549	0.0003	-0.0023	0.0008
O	12.1875	7.2653	21.9981	-0.0008	-0.0016	0.0046
O	4.597	4.1745	18.9857	0.0004	0.0021	0.0038
O	11.073	5.4735	23.6066	-0.002	-0.0016	-0.0061
O	15.0962	8.5124	23.3904	-0.0022	-0.0011	-0.0022
O	13.3067	11.9961	14.5588	-0.0004	0.0024	0.0131
O	9.168	11.5429	21.6772	0.0027	-0.0014	0.0021
O	1.4566	4.9787	23.051	0.0028	-0.002	-0.0006
O	16.7431	11.9959	21.6418	0.0008	-0.0023	0.0008
O	8.6164	7.0142	22.3513	0.0008	-0.002	-0.0053
O	2.1854	11.1203	19.3371	0.0017	0.0009	0.0029
O	1.2241	7.0058	17.6444	0.0002	-0.0022	-0.01
O	14.0928	0.6832	22.272	0.0039	0.0021	0.0031
O	3.0058	5.2665	25.2204	0.0011	-0.0006	-0.0033
O	1.1894	8.6133	11.9284	0.0001	-0.0012	0.0043
O	10.9589	-0.8165	27.4764	-0.0008	0.0007	-0.0012
O	2.1765	4.9691	28.7051	-0.0024	-0.0052	0.0069
O	11.0157	6.1748	27.2271	-0.0031	-0.0097	0.0063
O	5.9679	5.4417	27.7114	-0.0011	-0.0025	-0.0063
O	3.2955	11.2187	26.7843	-0.0005	0.0033	-0.0147
O	2.9253	4.8342	10.9281	-0.0062	-0.0028	-0.0055
O	11.5789	3.858	28.2276	-0.015	0.0036	-0.0218
O	3.2914	2.523	12.1732	-0.0012	-0.0296	-0.002
O	11.9153	7.37	11.3987	0.0131	0.0081	-0.0038
O	0.6242	2.2597	11.6323	0.0044	-0.0596	0.0044
O	11.4673	2.365	11.4657	0.0011	0.0056	-0.0067
O	-2.6939	-2.5933	28.3849	-0.0437	0.0047	-0.0297
O	5.1875	3.4955	10.5787	-0.018	-0.0075	0.0226
O	7.8304	12.0033	27.7538	0.0058	-0.0049	0.0107
O	3.813	0.8197	10.2493	-0.0095	-0.0012	0.028
O	15.7441	4.6515	10.707	0.0057	-0.0074	0.0064
O	-0.0847	13.0161	10.3354	0.0359	0.029	0.0387
O	3.7716	12.8208	28.8899	0.0069	0.0047	-0.0127
O	11.5412	4.8271	12.1876	0.0014	0.0028	-0.0068
O	4.9254	10.3805	28.5486	0.0181	-0.0045	-0.0161
O	8.7365	5.1251	28.3139	0.009	-0.0046	-0.0056
O	2.9136	9.8501	10.3968	-0.0141	-0.007	0.0125
O	1.6626	2.4461	28.244	0.0042	-0.0068	0.003

Results
free energy: -258827.891 eV
free energy less fixed offsets of O -568.88, Si -635.61 eV per atom: -6.051 eV

The program warned: the cutoff lies below the one the program advises for these potential files; the forces do not sum to zero within the program's tolerance; the exchange-correlation potential is rough where the density is thin.
